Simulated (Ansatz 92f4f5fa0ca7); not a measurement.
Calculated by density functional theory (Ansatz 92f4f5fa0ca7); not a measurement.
Periodic cell of 272 atoms, Si166O101H5, from a study of silicon, its oxide and their interface. The atomic structure is a simulated model.
Doubt: the cutoff is far below the 930 eV that the study's wrapper takes by default for these files, so forces and energies are approximate.
This geometry differs little from another in the collection (a relaxation step or a small displacement).

Settings
functional: PBE
potential files: Ansatz PAW
basis: plane waves
wave-function cutoff: 580 eV
density cutoff ratio: 5
exchange-correlation grid ratio: 1
k mesh: 1 x 1 x 1, Gamma-centred
self-consistency stop: 5e-08 eV per atom in the density residual
occupations: fixed
spin: none
net charge: +1 e, with a uniform compensating background and no finite-size correction

Cell vectors (angstrom)
a, 11.6015, 0, 0
b, 0, 13.3963, 0
c, 0, 0, 30.9504

Atoms: element, x, y, z (angstrom)
Si, 11.7863, -0.0849, 24.466
Si, 3.9416, -0.0681, 24.2721
Si, 7.7812, -0.0319, 24.5166
Si, 1.8139, 3.3691, 24.2544
Si, 5.8893, 3.2621, 24.2397
Si, 9.8297, 3.201, 24.4078
Si, 11.6416, 6.7104, 24.0036
Si, 3.9582, 6.6278, 24.2652
Si, 7.7985, 6.6237, 24.2104
Si, 2.1689, 9.8699, 24.0633
Si, 5.8839, 10.0149, 24.146
Si, 9.8512, 10.0573, 24.1099
Si, 11.7074, 2.1356, 25.3055
Si, 3.8535, 2.2151, 24.8824
Si, 7.8046, 2.2167, 25.1528
Si, 1.9521, 5.6044, 24.9639
Si, 5.8777, 5.5005, 25.0108
Si, 9.7659, 5.5263, 24.9253
Si, 11.743, 8.8966, 24.897
Si, 4.0249, 8.8452, 25.047
Si, 7.8694, 8.9087, 24.8663
Si, 2.0893, 12.0938, 25.0425
Si, 5.8455, 12.199, 25.1162
Si, 9.7708, 12.2265, 25.0536
Si, 11.6566, 2.1898, 27.5956
Si, 3.8763, 2.2256, 27.3044
Si, 7.774, 2.2307, 27.4824
Si, 1.9502, 5.5826, 27.3563
Si, 5.8378, 5.5378, 27.3796
Si, 9.7231, 5.5679, 27.3317
Si, 11.6748, 8.9019, 27.3139
Si, 3.9382, 8.889, 27.4066
Si, 7.7963, 8.9138, 27.2966
Si, 2.0123, 12.1895, 27.4101
Si, 5.8327, 12.2392, 27.4572
Si, 9.7271, 12.2303, 27.4183
Si, 2.0089, 1.0532, 28.1969
Si, 5.8052, 1.1109, 28.1763
Si, 9.6879, 1.0668, 28.2231
Si, 11.6349, 4.47, 28.1989
Si, 3.8791, 4.4427, 28.1598
Si, 7.7847, 4.4721, 28.193
Si, 1.9793, 7.7984, 28.1793
Si, 5.8719, 7.7768, 28.1657
Si, 9.7271, 7.8031, 28.1416
Si, 11.6587, 11.1143, 28.1848
Si, 3.9234, 11.1043, 28.2251
Si, 7.785, 11.1197, 28.1851
Si, 1.9336, 1.1164, 30.5554
Si, 5.8008, 1.1164, 30.5554
Si, 9.6679, 1.1164, 30.5554
Si, 0, 4.4654, 30.5554
Si, 3.8672, 4.4654, 30.5554
Si, 7.7343, 4.4654, 30.5554
Si, 1.9336, 7.8145, 30.5554
Si, 5.8008, 7.8145, 30.5554
Si, 9.6679, 7.8145, 30.5554
Si, 0, 11.1635, 30.5554
Si, 3.8672, 11.1635, 30.5554
Si, 7.7343, 11.1635, 30.5554
Si, 0, 0, 0.3944
Si, 3.8672, 0, 0.3944
Si, 7.7343, 0, 0.3944
Si, 1.9336, 3.3491, 0.3944
Si, 5.8008, 3.3491, 0.3944
Si, 9.6679, 3.3491, 0.3944
Si, 0, 6.6981, 0.3944
Si, 3.8672, 6.6981, 0.3944
Si, 7.7343, 6.6981, 0.3944
Si, 1.9336, 10.0472, 0.3944
Si, 5.8008, 10.0472, 0.3944
Si, 9.6679, 10.0472, 0.3944
Si, 11.5372, 0.0756, 2.7704
Si, 3.8581, 0.0518, 2.7254
Si, 7.6674, 0.0584, 2.7823
Si, 1.8613, 3.3604, 2.8124
Si, 5.7581, 3.3804, 2.7666
Si, 9.6054, 3.3611, 2.7829
Si, 11.6119, 6.7293, 2.7681
Si, 3.8157, 6.7285, 2.7658
Si, 7.7462, 6.7438, 2.7373
Si, 1.9087, 10.1018, 2.7518
Si, 5.7927, 10.0682, 2.7385
Si, 9.6316, 10.1176, 2.7768
Si, 11.5036, 2.2826, 3.6819
Si, 3.8154, 2.2694, 3.5655
Si, 7.6589, 2.2874, 3.6682
Si, 1.907, 5.5998, 3.6604
Si, 5.7832, 5.6417, 3.4419
Si, 9.6789, 5.61, 3.4986
Si, 11.5829, 8.975, 3.5288
Si, 3.8408, 8.9769, 3.4977
Si, 7.7131, 8.9602, 3.544
Si, 1.9045, 12.3717, 3.4276
Si, 5.7394, 12.2876, 3.5308
Si, 9.5979, 12.365, 3.588
Si, 11.3621, 2.2993, 6.1275
Si, 3.7389, 2.2664, 5.9406
Si, 7.5299, 2.345, 6.1089
Si, 1.8835, 5.5264, 6.1675
Si, 5.7386, 5.694, 5.7607
Si, 9.6781, 5.6547, 5.8372
Si, 11.4743, 9.0372, 5.9174
Si, 3.788, 9.0113, 5.8888
Si, 7.6511, 8.9607, 5.8966
Si, 1.8353, 12.4531, 5.7358
Si, 5.6434, 12.2344, 5.8802
Si, 9.4804, 12.3934, 5.9745
Si, 1.7575, 1.231, 6.7289
Si, 5.5932, 1.0238, 6.7304
Si, 9.3719, 1.1849, 6.9901
Si, 11.4396, 4.5373, 6.9599
Si, 3.9917, 4.4839, 6.7333
Si, 7.6859, 4.7162, 6.6303
Si, 1.8317, 7.8449, 6.2245
Si, 5.7158, 7.8615, 6.677
Si, 9.5817, 7.8577, 6.6646
Si, 11.5293, 11.3582, 6.4871
Si, 3.6007, 11.2426, 6.6816
Si, 7.587, 11.1657, 6.6663
H, 7.5303, 11.115, 8.161
H, 9.6236, 7.8652, 8.1619
O, 11.2353, 4.6743, 8.6308
O, 9.0601, 1.2162, 8.6624
O, 3.2347, 11.2288, 8.3049
O, 5.3671, 0.6255, 8.3295
O, 4.5138, 4.4202, 8.3099
O, 0.2654, 11.6097, 8.0804
O, 5.7759, 7.81, 8.3395
O, 7.8096, 5.3772, 8.157
O, 1.8279, 1.2687, 8.3911
H, 7.7521, 6.5773, 22.7104
H, 3.9744, -0.1783, 22.7798
H, 3.9696, 6.6567, 22.7646
O, 2.5096, 9.6221, 22.4381
O, 0.5044, -0.0955, 22.8388
O, 10.1733, 2.8951, 22.7972
O, 11.6085, 6.7875, 22.322
O, 6.0563, 3.219, 22.5941
O, 5.684, 10.0993, 22.484
O, 1.2341, 3.524, 22.6748
O, 10.1098, 10.1906, 22.4542
O, 7.563, 0.0294, 22.8832
Si, 0.9546, 4.4034, 14.9323
Si, 6.2138, 8.041, 12.592
Si, 11.4898, 7.43, 20.7988
Si, 2.4106, 9.3005, 20.8198
Si, 9.3145, 1.2227, 17.6717
Si, 11.3127, 4.7468, 19.2785
Si, 3.0578, 2.3906, 14.2351
Si, 4.4673, 0.808, 19.4557
Si, 8.6897, 4.1373, 17.6527
Si, 8.7415, 12.0023, 19.2896
Si, 4.7414, 7.927, 16.603
Si, 8.7799, 0.1473, 9.9081
Si, 4.8265, 4.8589, 9.8591
Si, -0.119, 3.1143, 21.8291
Si, 8.2634, 0.3602, 21.4726
Si, 10.761, 10.1585, 11.7983
Si, 6.2632, 2.6032, 21.1067
Si, 4.434, 9.9483, 14.2128
Si, 4.1423, 3.044, 17.122
Si, 6.0488, 11.643, 18.5685
Si, 10.2979, 4.9197, 12.8245
Si, 1.0842, 1.3405, 9.847
Si, 9.51, 9.7276, 20.9928
Si, 6.0449, 4.7789, 18.7671
Si, 6.3114, 9.7046, 21.0228
Si, 7.9527, 5.1857, 9.765
Si, 5.6078, 5.9537, 14.6577
Si, 10.6763, 3.8462, 9.9582
Si, 7.6829, 0.6767, 15.0227
Si, 5.0029, 12.4055, 15.8783
Si, 9.6923, 12.9943, 12.816
Si, 2.0139, 12.2334, 19.6081
Si, 4.9025, 7.6916, 19.5024
Si, 4.984, 7.8789, 9.7682
Si, 2.036, 13.263, 16.7669
Si, 9.0308, 7.4606, 11.8034
Si, 3.7864, 2.2164, 11.3164
Si, 1.0037, 13.2761, 14.0557
Si, 1.9791, 10.705, 12.4847
Si, 11.2215, 11.9858, 9.5042
Si, 5.5763, 0.0116, 9.8279
Si, 3.0575, 5.5804, 16.2247
Si, 11.4995, 0.254, 21.377
Si, 0.5774, 2.5661, 17.3989
Si, 3.7252, 10.8241, 9.814
Si, 7.994, 3.7934, 14.6034
O, 7.7956, 12.5241, 20.5246
O, 6.2399, 0.0328, 15.4933
O, 1.7313, 12.1921, 13.0909
O, 6.0027, 8.1521, 20.6094
O, 0.4265, 13.2612, 10.1517
O, 5.9269, 7.0448, 15.8601
O, 7.5494, 5.1473, 18.2551
O, 4.1211, 1.9084, 18.2941
O, 11.3518, 10.6391, 10.3641
O, 5.3348, 11.3771, 17.1208
O, 5.0379, 1.5726, 20.7789
O, 3.1574, 13.3603, 19.9469
O, 7.6448, 11.4183, 18.2358
O, 3.4545, 6.9668, 16.9617
O, 4.2562, 6.4113, 10.0173
O, 9.8823, 11.3787, 12.4882
O, 9.8807, 0.1968, 21.522
O, 9.4228, 13.3497, 18.6923
O, 1.7947, 12.2271, 17.9971
O, 6.0197, 8.1164, 10.9818
O, 2.5787, 10.9545, 10.9654
O, 5.6177, 13.1935, 18.8948
O, 10.8464, 1.6902, 17.5973
O, 4.7505, 11.5024, 14.5481
O, 0.7788, 3.6769, 18.6093
O, 5.4699, 6.7338, 13.2233
O, 10.0687, 4.7638, 18.2381
O, 0.5624, 9.865, 12.6037
O, 5.6699, 9.3892, 13.3092
O, 11.7356, 6.3041, 19.6193
O, 1.7553, 1.4297, 17.2424
O, 3.0564, 9.8509, 13.3516
O, 1.9545, 1.1934, 14.1315
O, 9.9765, 6.4978, 12.6785
O, 7.1843, -0.1068, 10.0921
O, 8.9816, 4.0594, 13.3069
O, 7.708, 1.8196, 20.9843
O, 4.0417, 9.2099, 9.743
O, 0.9701, 8.6126, 20.5753
O, 9.6048, 12.2352, 9.3639
O, 5.1999, 8.4611, 18.0709
O, 9.0183, 3.9328, 9.9502
O, 7.9106, 9.7092, 21.179
O, 9.8743, 8.8252, 11.4799
O, 11.0298, 4.4286, 11.4372
O, -0.1751, 2.393, 9.8578
O, 6.7152, 4.7929, 14.4927
O, 5.6805, 10.681, 19.8537
O, 3.4867, 8.2226, 20.1766
O, 8.7118, 0.6473, 16.2834
O, 9.374, 0.443, 11.4183
O, 4.0129, 2.2586, 12.9282
O, 6.4288, 4.8151, 10.2664
O, 6.1859, 3.8512, 20.0872
O, 7.8166, 7.9191, 12.7828
O, 8.5146, 6.5634, 10.4928
O, 8.4136, -0.181, 13.8199
O, 0.9745, 12.7703, 15.6147
O, 3.0091, 4.2408, 17.1899
O, 4.0623, 3.7398, 10.7624
O, 10.0539, 8.226, 20.6223
O, 9.7989, 10.8537, 19.8128
O, 11.0845, 0.1685, 13.4952
O, 4.2619, 9.1005, 15.5919
O, 1.5462, 5.7438, 15.6549
O, 11.3727, 4.8641, 13.9911
O, 4.8643, 1.1053, 10.7983
O, 8.4644, 2.5632, 18.1356
O, 5.1262, 6.0779, 19.2092
O, 2.4914, 10.7424, 20.0592
O, 4.006, 2.4254, 15.5942
O, 0.2696, 1.7814, 20.9724
O, 3.5961, 13.1634, 16.2534
O, 8.7551, 4.1336, 16.0141
O, 5.4938, 3.9202, 17.4686
O, 2.1643, 3.7393, 14.0731
O, 0.3743, 3.3275, 15.9866
O, 0.5986, 12.6339, 20.3256
O, 7.48, 2.2385, 14.5546
O, 4.9557, 11.8972, 10.0893
O, 2.2461, 1.7604, 10.92
O, 4.1533, 5.3235, 15.025
O, 10.9552, 4.2107, 20.7713

Results
free energy: -163050.518 eV
free energy less fixed offsets of H -15.97, O -568.88, Si -635.61 eV per atom: -2.528 eV

Forces (eV/angstrom), in the order of the atoms: element, x, y, z
Si, 0.004, -0.0079, 0.0209
Si, 0.0111, -0.0077, 0.0052
Si, 0.0065, -0.0081, 0.0211
Si, 0.006, -0.0063, 0.0204
Si, 0.001, -0.0061, 0.028
Si, -0.0024, -0.0041, 0.0203
Si, 0.0056, -0.0095, 0.0285
Si, 0.0045, -0.0053, 0.0101
Si, 0.0077, -0.0045, 0.0085
Si, 0.003, -0.005, 0.0299
Si, 0.0116, -0.0085, 0.0287
Si, 0.0064, -0.01, 0.0282
Si, -0.0053, 0.006, -0.004
Si, -0.0036, 0.0061, -0.0083
Si, -0.0009, 0.0035, -0.0063
Si, -0.0062, 0.0023, -0.007
Si, -0.0066, 0.0023, -0.0067
Si, -0.0051, 0.0054, -0.0072
Si, -0.0073, 0.0085, -0.01
Si, -0.0062, 0.0079, -0.0087
Si, -0.0088, 0.0085, -0.0084
Si, -0.0121, 0.0052, 0.0011
Si, -0.008, 0.0067, -0.0085
Si, -0.0068, 0.0058, -0.0055
Si, 0.0031, -0.0035, 0.0031
Si, 0.0008, -0.0031, 0.0062
Si, -0.0013, -0.0024, 0.0043
Si, 0.003, -0.0044, 0.0039
Si, 0.0039, -0.0028, 0.006
Si, 0.0029, -0.0046, 0.0039
Si, 0.0051, -0.0065, 0.0061
Si, 0.0017, -0.0043, 0.0052
Si, 0.0079, -0.0043, 0.0056
Si, 0.0061, -0.0079, 0.0011
Si, 0.0109, -0.008, 0.0025
Si, 0.0084, -0.0057, 0.0025
Si, -0.003, 0.0036, 0.0025
Si, 0.0003, 0.0019, -0.0071
Si, -0.0012, 0.0016, -0.0076
Si, -0.0032, 0.0014, -0.0039
Si, -0.0039, 0.002, -0.003
Si, -0.0012, 0.0023, -0.0043
Si, -0.0053, 0.0046, -0.0044
Si, -0.0028, 0.0034, -0.003
Si, -0.008, 0.006, -0.0048
Si, -0.0089, 0.0066, -0.0047
Si, -0.0044, 0.0069, -0.0015
Si, -0.0119, 0.0068, 0.0004
Si, 0.2711, -0.1883, 0.1273
Si, -0.0883, -0.0157, -0.1608
Si, -0.0041, -0.1432, 0.2234
Si, 0.0507, 0.1346, 0.1436
Si, 0.0051, -0.0384, -0.1131
Si, 0.1242, 0.1024, 0.061
Si, 0.0067, -0.0262, -0.1355
Si, 0.1923, -0.0044, -0.1136
Si, 0.0479, -0.0125, -0.2442
Si, 0.0633, -0.167, 0.0265
Si, 0.0544, -0.1162, 0.2976
Si, 0.0258, -0.1365, 0.0435
Si, -0.1997, 0.2325, 0.0142
Si, 0.0312, 0.1648, -0.1853
Si, -0.078, 0.1872, 0.1121
Si, -0.182, 0.1009, 0.2251
Si, -0.0223, -0.081, -0.0138
Si, -0.1195, -0.0642, 0.1081
Si, 0.1493, 0.014, 0.0172
Si, -0.2327, 0.0253, -0.0906
Si, 0.021, 0.0474, -0.1594
Si, -0.0284, 0.0172, -0.0743
Si, -0.061, 0.015, -0.2008
Si, 0.0209, 0.1201, 0.1101
Si, -0.0026, -0.0028, -0.0011
Si, -0.004, 0.0008, 0.0014
Si, 0.0029, 0.0057, 0.0046
Si, 0.0009, 0.0205, -0.0178
Si, -0.0052, -0.0051, -0.0015
Si, 0.0055, -0.004, -0.0005
Si, -0.0033, -0.0023, -0.0267
Si, 0.0056, -0.0052, -0.0145
Si, -0.0034, 0.0064, 0.0015
Si, 0.0077, -0.0004, -0.0195
Si, -0.0219, -0.0168, -0.0107
Si, 0.0361, -0.0186, -0.0211
Si, -0.0035, -0.0003, -0.0004
Si, 0.0088, -0.0022, 0.0012
Si, 0.0004, -0.0068, -0.0036
Si, -0.0035, -0.0209, 0.0261
Si, -0.006, 0.0025, -0.0004
Si, 0.0043, -0.0007, 0.003
Si, -0.0299, 0.0182, 0.0091
Si, 0.0355, 0.0282, 0.0242
Si, -0.0016, 0.0006, 0.0025
Si, -0.0006, -0.0054, -0.0011
Si, 0, -0.0036, -0.0029
Si, -0.0003, 0.0009, 0.0008
Si, 0.0059, -0.0113, 0.0074
Si, -0.0053, 0.0017, 0.0037
Si, 0.0007, -0.0015, 0.0045
Si, 0.0112, -0.0992, -0.0063
Si, 0.0039, -0.0033, 0
Si, 0.0034, -0.0078, -0.0071
Si, -0.0586, 0.0742, -0.0231
Si, 0.1378, 0.0876, -0.0517
Si, -0.004, 0.0127, -0.0013
Si, -0.0003, 0.0031, 0.0061
Si, 0.0103, -0.011, 0.0007
Si, -0.0035, 0.0038, 0.001
Si, -0.0001, 0.0014, -0.0251
Si, -0.0053, 0.007, -0.0063
Si, -0.0013, 0.0049, -0.0142
Si, 0.001, 0.0046, -0.0209
Si, -0.0175, 0.0113, -0.0213
Si, -0.0055, -0.0159, -0.0093
Si, -0.0586, -0.0331, 0.1178
Si, -0.0316, -0.0114, -0.0157
Si, -0.0125, -0.0046, 0.0098
Si, -0.0032, -0.0314, -0.0181
Si, -0.0111, -0.0213, -0.0233
Si, -0.0016, 0.004, -0.0073
H, -0.0004, 0.0004, 0.0039
H, 0.006, 0.0021, -0.0074
O, -0.0022, -0.0012, 0.0145
O, -0.0029, -0.006, 0.021
O, 0.0033, -0.0075, 0.018
O, -0.0005, -0.0046, 0.0198
O, 0.0102, 0.004, 0.033
O, 0.0021, 0.0058, 0.0164
O, -0.0012, 0.0049, 0.027
O, 0.0034, 0.007, 0.0226
O, -0.0057, -0.0018, 0.0256
H, -0.0007, -0.0001, -0.0025
H, -0.0016, 0.0009, -0.0012
H, -0.0003, 0.0001, -0.003
O, 0.0021, -0.0062, -0.0372
O, -0.0054, 0.0049, -0.034
O, 0.0105, -0.0017, -0.0231
O, -0.002, 0.0079, -0.0347
O, 0.0035, -0.0066, -0.0352
O, 0.0011, -0.0024, -0.0358
O, -0.0095, -0.0009, -0.0201
O, -0.0052, -0.0008, -0.0324
O, 0.0041, 0.0058, -0.0298
Si, -0.005, -0.0031, 0.0032
Si, 0.0027, -0.0015, -0.003
Si, 0.0016, -0.0011, 0.0201
Si, -0.0059, 0.0003, 0.0227
Si, 0.0001, -0.0054, 0.0026
Si, -0.0007, 0.005, 0.0172
Si, 0.004, -0.0039, 0.0021
Si, 0.0018, -0.0017, 0.0079
Si, 0.0031, 0.0011, 0.0014
Si, 0.0008, -0.0064, 0.0071
Si, 0.0022, 0.0052, 0.0066
Si, -0.0002, 0.0035, -0.0182
Si, -0.0008, 0.0008, -0.0077
Si, 0.0012, -0.0021, 0.0296
Si, -0.0034, 0.0013, 0.0222
Si, 0.0023, -0.0008, 0.0003
Si, 0.0055, 0.0005, 0.0252
Si, -0.001, -0.0024, 0.0037
Si, 0.0024, -0.0077, 0.0054
Si, 0.001, -0.0047, 0.0071
Si, 0.002, -0.0004, -0.0014
Si, 0.0015, -0.0038, -0.0085
Si, 0.0061, -0.002, 0.0205
Si, -0.0018, -0.0037, 0.0084
Si, -0.0001, 0.0033, 0.0257
Si, -0.0099, -0.0083, -0.0127
Si, 0.0024, 0.0016, 0.0012
Si, 0.0027, 0.0007, -0.017
Si, 0.0032, -0.0038, 0.0066
Si, 0, -0.0036, 0.0072
Si, -0.0013, 0.0005, -0.0007
Si, -0.0061, -0.0063, 0.0078
Si, -0.0036, 0.0064, 0.0104
Si, -0.0055, -0.0042, -0.0152
Si, -0.0017, -0.0048, 0.006
Si, -0.0046, -0.0047, 0.001
Si, -0.0011, 0.0038, -0.0027
Si, -0.0016, -0.004, 0.0047
Si, 0.0004, -0.0002, -0.0008
Si, -0.0001, 0.0009, -0.0069
Si, -0.0038, -0.0023, -0.0089
Si, 0.0009, -0.0003, 0.005
Si, 0.0028, 0.0013, 0.023
Si, -0.0013, 0.0024, 0.0041
Si, 0.0043, -0.0035, -0.0085
Si, 0.0021, 0.0003, 0.0071
O, 0.0005, -0.0097, -0.0092
O, -0.0004, 0.0001, -0.0032
O, -0.002, 0.0041, -0.0025
O, -0.0038, -0.0078, -0.0045
O, -0.0011, -0.0003, -0.0042
O, -0.0002, -0.0018, -0.0013
O, 0.0035, -0.001, 0.0002
O, -0.0016, 0.0074, -0.0068
O, -0.005, -0.0088, 0.0108
O, -0.0022, 0.0005, -0.0048
O, -0.0058, -0.0059, -0.0052
O, 0.0023, 0.0005, 0.0011
O, -0.0023, -0.0014, -0.0029
O, -0.0015, -0.0043, -0.0009
O, 0.0038, -0.0004, -0.0026
O, -0.0027, 0.0017, -0.0019
O, -0.0031, -0.001, -0.0019
O, 0.0019, 0.0058, -0.0026
O, -0.0001, 0.0033, -0.0101
O, 0.0081, -0.0001, 0.012
O, -0.0084, -0.0002, 0.0131
O, 0.0007, -0.0035, 0.0014
O, 0.0009, 0.0006, 0.0004
O, -0.0002, 0, -0.0036
O, 0.0033, -0.006, -0.0046
O, -0.0025, -0.0054, 0.0003
O, -0.0077, -0.0026, -0.0037
O, 0.0019, -0.0027, -0.0025
O, -0.0044, 0.0025, -0.0009
O, 0.0006, -0.0099, -0.0075
O, 0.0003, -0.0002, 0.0008
O, 0.0037, -0.0025, 0.0001
O, -0.0013, 0.0007, -0.0038
O, 0.0031, -0.0049, -0.0005
O, 0.0023, -0.0005, -0.0018
O, -0.0039, -0.0034, -0.0024
O, -0.0023, 0.0019, -0.0007
O, -0.0001, 0.0017, -0.0025
O, 0.0007, -0.0006, 0
O, -0.0032, -0.0013, 0.0007
O, -0.0003, -0.0013, -0.0094
O, 0.0019, -0.0018, -0.0008
O, -0.0018, -0.0008, -0.0025
O, -0.0005, -0.0006, -0.0037
O, -0.002, 0.0051, 0.011
O, -0.0003, -0.0023, 0.0028
O, -0.0004, -0.0007, -0.0034
O, -0.002, 0.0089, -0.0101
O, 0.0106, -0.008, -0.0043
O, -0.0024, 0.0003, -0.0028
O, 0.0053, -0.0005, 0.0107
O, -0.0022, -0.0007, 0.0078
O, 0.0033, 0.0016, -0.0051
O, -0.0019, 0.0116, -0.0113
O, -0.0031, 0.0007, -0.0019
O, 0.0049, 0.0109, 0.0058
O, -0.0051, 0.0003, 0.0001
O, -0.0009, -0.0016, -0.0009
O, -0.0007, 0.0017, 0.001
O, -0.006, -0.0148, 0.0011
O, -0.0022, -0.0016, -0.0006
O, -0.0014, 0.009, -0.0072
O, 0.0034, -0.0008, -0.0029
O, -0.0004, -0.0037, -0.0008
O, 0.0006, -0.0002, -0.0017
O, 0.0057, 0.0002, 0.0003
O, -0.0061, 0.0057, 0.0011
O, 0.0007, -0.0006, 0.0024
O, 0.0006, -0.0059, 0.0019
O, 0.0007, 0.0108, -0.0034
O, -0.0007, -0.0004, -0.0014
O, -0.0002, -0.0044, -0.006
O, 0.0005, -0.0006, -0.0018
O, -0.001, -0.0009, -0.004
O, -0.0042, -0.0023, -0.0038
O, -0.0017, 0, -0.0035
O, 0.0005, -0.0002, -0.0046
O, 0.0102, -0.0072, -0.0066
O, -0.0006, -0.0002, -0.0036
O, 0.0015, -0.0019, -0.0031
O, 0.0073, 0.0033, 0.0001
O, -0.001, -0.0007, -0.0027
O, -0.0014, 0.0088, -0.0166

The program warned: the cutoff lies below the one the program advises for these potential files; the forces do not sum to zero within the program's tolerance; the exchange-correlation potential is rough where the density is thin.
